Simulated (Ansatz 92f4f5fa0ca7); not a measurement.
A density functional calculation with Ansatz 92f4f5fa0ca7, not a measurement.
Periodic cell of 220 atoms, Si132O88, from a study of silicon, its oxide and their interface. The atomic structure is a simulated model.
This geometry differs little from another in the collection (a relaxation step or a small displacement).

Settings
functional: r2SCAN
potential files: Ansatz PAW
basis: plane waves
wave-function cutoff: 800 eV
density cutoff ratio: 5
exchange-correlation grid ratio: 1
k mesh: 1 x 1 x 1, shifted by 0.5 0.5 0 of a step
self-consistency stop: 1e-10 eV per atom in the density residual
occupations: fixed
spin: none
net charge: 0

Cell vectors (angstrom)
a, 10.88, 0, 0
b, 0, 10.88, 0
c, 0, 0, 31.822

Atoms and the computed forces on them: element, x, y, z (angstrom), force x, y, z (eV/angstrom)
Si, 1.4646, 1.4517, -0.7144, -0.1274, -0.0937, 0.0254
Si, 2.9831, 3.2291, -0.6258, 0.0121, 0.0423, 0.1195
Si, -0.3304, 5.6905, -0.4705, 0.1909, -0.0881, -0.0745
Si, 5.2658, 10.3686, -0.3154, 0.0829, -0.1607, -0.0276
Si, 6.4952, -2.4032, -1.1955, -0.196, 0.1946, -0.0522
Si, 7.0727, 3.0711, -0.2793, -0.054, -0.0318, -0.1185
Si, 5.6813, 4.9699, 0.0813, 0.0404, -0.0974, 0.0681
Si, 9.3913, 8.3555, -1.4147, -0.0807, 0.0156, 0.151
Si, 0.8138, 0.7976, 1.4093, -0.0434, 0.0633, 0.0079
Si, 3.9578, 4.0522, 1.3255, 0.0081, -0.0792, -0.0653
Si, 1.6833, 7.1886, 1.4199, -0.0405, -0.0694, 0.241
Si, 3.901, 9.32, 1.3449, 0.0452, 0.1257, -0.0258
Si, 6.4657, 1.1446, 0.9741, 0.0347, -0.0629, 0.1585
Si, 9.5834, 4.2305, 1.1682, 0.0335, 0.0244, 0.2133
Si, 6.6202, 6.6964, 1.3466, 0.0058, -0.0438, 0.1474
Si, 10.0052, 9.9316, 1.3148, 0.0551, 0.0868, 0.1156
Si, -0.0212, 2.7431, 2.5295, 0.0262, -0.0594, 0.0028
Si, 2.6556, -0.034, 2.6437, 0.0431, 0.005, 0.0177
Si, 0.0741, 8.2836, 2.7154, -0.0095, 0.0157, -0.0081
Si, 2.7356, 5.5032, 2.6707, -0.0363, -0.0232, 0.0277
Si, 5.3309, 2.5806, 2.541, 0.0455, 0.0254, -0.0367
Si, 8.1243, 0.07, 2.3814, 0.0066, -0.0029, -0.0151
Si, 5.3722, 8.1091, 2.735, -0.0093, 0.0583, -0.0212
Si, 8.2222, 5.5255, 2.6088, 0.0222, -0.0162, -0.0568
Si, 1.3606, 4.0738, 3.9276, 0.0595, 0.1076, 0.0162
Si, 4.0285, 1.3325, 3.9923, -0.0208, 0.054, 0.0604
Si, 1.3985, 9.5501, 4.1292, -0.0487, 0.0538, 0.0342
Si, 4.0684, 6.7776, 4.1177, -0.053, -0.0098, 0.0244
Si, 6.7811, 4.0465, 3.8382, -0.0089, -0.0805, 0.0923
Si, 9.422, 1.4266, 3.8892, 0.0369, -0.0252, -0.0233
Si, 6.8479, 9.5517, 3.8664, 0.0141, -0.0109, 0.0064
Si, 9.5734, 6.8576, 3.9792, -0.0122, 0.0079, 0.0323
Si, -0.0514, 0.0782, 5.3092, 0.0765, -0.0194, 0.0055
Si, 2.7129, 2.7435, 5.3301, -0.0002, -0.0164, -0.0254
Si, 0.0321, 5.4534, 5.3067, 0.0023, -0.0282, -0.0038
Si, 2.7347, 8.1667, 5.4518, 0.0157, -0.0515, -0.0226
Si, 5.4741, -0.012, 5.286, -0.0109, -0.0007, -0.018
Si, 8.1097, 2.7459, 5.3064, -0.0029, 0.0337, -0.0067
Si, 5.4885, 5.3854, 5.3254, -0.032, 0.0359, 0.0057
Si, 8.1968, 8.2238, 5.2988, 0.0065, -0.0235, -0.0479
Si, 1.3438, 1.3935, 6.6754, 0.0181, 0.056, -0.0104
Si, 4.1041, 4.067, 6.7018, -0.0004, -0.0143, 0.0053
Si, 1.3427, 6.8129, 6.7366, 0.0275, 0.001, 0.0253
Si, 4.153, 9.5364, 6.7081, -0.0168, 0.0373, -0.0233
Si, 6.8096, 1.3447, 6.6936, -0.043, -0.0145, -0.0093
Si, 9.5416, 4.0872, 6.6301, 0.0355, 0.059, -0.0043
Si, 6.8653, 6.8015, 6.629, 0.0209, -0.029, 0.003
Si, 9.5315, 9.5675, 6.7038, -0.0067, -0.0381, -0.0035
Si, -0.0139, 2.7305, 8.0334, 0.0344, -0.0285, 0.0327
Si, 2.7483, 0.0352, 8.0098, 0.017, -0.0238, 0.0124
Si, 0.0043, 8.2123, 8.0952, 0.0044, 0.0096, -0.0166
Si, 2.7291, 5.4521, 8.0385, -0.0458, 0.0591, -0.0133
Si, 5.4549, 2.6908, 8.0637, -0.017, 0.0671, 0.0279
Si, 8.2047, 0.0245, 8.1037, -0.0107, 0.0193, 0.03
Si, 5.546, 8.171, 8.0115, -0.0219, -0.0118, 0.0186
Si, 8.2621, 5.4866, 7.9978, -0.019, -0.0709, -0.0001
Si, 1.324, 4.1042, 9.3651, 0.0202, 0.0729, -0.0046
Si, 4.0633, 1.3535, 9.4396, -0.0203, 0.0015, 0.0086
Si, 1.3885, 9.6113, 9.4103, -0.0041, -0.0275, -0.0173
Si, 4.1434, 6.8381, 9.3095, 0.0071, -0.0211, -0.008
Si, 6.9585, 4.0445, 9.292, -0.0229, 0.0629, 0.0048
Si, 9.5932, 1.3735, 9.4914, 0.0238, 0.021, 0.0552
Si, 6.8831, 9.4932, 9.4523, 0.0082, -0.0201, 0.0301
Si, 9.5442, 6.8408, 9.4693, -0.0003, 0.0041, -0.0192
Si, 0.1483, 0.0987, 10.9203, -0.0377, -0.0296, 0.0426
Si, 2.6763, 2.7941, 10.7227, 0.0232, -0.0143, 0.0358
Si, -0.0119, 5.4219, 10.8004, 0.0223, -0.0091, -0.0162
Si, 2.7929, 8.2309, 10.6527, 0.0251, -0.029, -0.0038
Si, 5.4912, -0.0237, 10.7568, 0.01, -0.006, -0.0102
Si, 8.2313, 2.7507, 10.8378, -0.0041, -0.0056, 0.0208
Si, 5.6257, 5.4792, 10.5075, -0.0337, -0.0185, -0.0583
Si, 8.2677, 8.2031, 10.9262, 0.0497, 0.0082, 0.0099
Si, 1.3434, 1.6518, 12.3471, 0.0357, 0.0348, -0.0673
Si, 4.3719, 4.0393, 11.7579, -0.0596, 0.0106, -0.0637
Si, 1.5404, 6.7583, 11.9236, -0.0246, -0.0386, 0.0353
Si, 4.1603, 9.4622, 12.1119, 0.1082, -0.0772, -0.0738
Si, 6.8529, 1.3263, 12.1328, -0.0933, 0.0035, -0.1297
Si, 9.4799, 4.1536, 12.3133, -0.1144, -0.009, 0.0203
Si, 6.7813, 6.7308, 12.0834, 0.0033, -0.0274, 0.009
Si, 9.7113, 9.6027, 12.3172, -0.0509, -0.0178, 0.0275
Si, -0.1954, 2.8137, 13.8566, 0.0927, -0.0144, -0.158
Si, 3.2315, 1.0519, 13.6762, 0.0655, -0.0366, -0.0841
Si, 0.24, 7.9666, 13.4199, -0.0549, -0.0069, -0.1152
Si, 3.1188, 5.4031, 13.0606, 0.0281, 0.1225, -0.1307
Si, 5.1905, 2.4875, 13.3303, 0.0068, -0.0004, -0.0112
Si, 8.1637, 0.0324, 13.611, -0.0215, 0.0169, -0.0317
Si, 5.3511, 7.994, 13.4089, 0.0004, -0.0349, -0.0278
Si, 7.7304, 5.1901, 13.5727, 0.0716, 0.058, -0.0187
Si, 1.5195, 3.924, 15.0919, 0.0121, 0.0565, 0.1636
Si, 2.8707, 1.3792, 15.9449, 0.0073, 0.0831, 0.0497
Si, 1.9145, 6.9689, 15.6227, 0.1546, 0.0366, -0.0821
Si, 4.085, 6.5693, 14.812, 0.0132, 0.1837, -0.0299
Si, 6.5316, 3.6473, 14.9625, -0.1113, 0.1263, 0.033
Si, 9.0237, 1.6623, 15.1252, -0.1041, 0.032, -0.081
Si, 6.7956, 9.3141, 14.6397, -0.0228, -0.0591, -0.011
Si, 8.7183, 6.7839, 14.9304, -0.0684, -0.0067, -0.0416
Si, 3.5441, 5.4877, 18.9444, 0.1062, 0.0042, -0.1611
Si, 0.6816, -0.3854, 19.1993, -0.0496, -0.1301, 0.0853
Si, 2.6889, 8.2733, 18.1189, 0.1021, -0.0011, -0.0902
Si, 7.1785, -1.4547, 19.0199, -0.0717, 0.1128, -0.1678
Si, 4.9113, 10.2197, 17.1055, 0.1257, -0.0451, -0.0461
Si, 3.693, -5.5761, 22.0101, 0.0038, 0.003, -0.1055
Si, 2.7137, 1.4551, 20.4397, -0.0351, 0.0167, -0.0417
Si, -5.2367, 18.8143, 24.8225, 0.0078, 0.0065, -0.0158
Si, 7.8995, -3.8129, 17.5092, -0.0792, -0.0185, -0.1649
Si, 12.3773, 3.4252, 18.9506, 0.0713, 0.0721, -0.0211
Si, -0.5541, 1.4083, 22.8064, 0.0018, -0.037, -0.0788
Si, -2.3423, 8.3338, 25.3062, 0.0137, 0.042, -0.0074
Si, 0.2224, 1.1222, 17.4155, -0.0768, 0.1073, -0.2685
Si, -1.7603, -0.27, 20.803, 0.0179, -0.0595, -0.1099
Si, 4.9159, 15.969, 24.7024, -0.0292, -0.0749, -0.0186
Si, 14.7804, -0.5715, 21.9076, 0.0313, -0.0437, -0.0719
Si, 6.158, 4.7322, 27.2848, 0.0511, -0.0185, 0.13
Si, -3.1664, 13.8792, 29.2854, -0.1783, 0.0768, 0.2384
Si, 5.4293, 5.3786, 16.4081, 0.1148, -0.0887, -0.0372
Si, 12.0383, 9.6066, 23.1491, -0.0448, 0.0361, -0.0316
Si, 9.9856, 9.074, 27.6325, 0.0133, 0.0199, 0.2031
Si, 11.9882, 5.0186, 29.6522, -0.1177, 0.118, 0.0839
Si, -12.3494, -13.5007, 22.486, -0.0645, 0.0573, -0.1307
Si, 7.5803, 7.4133, 20.2453, 0.0653, -0.0809, 0.0337
Si, 5.3597, 6.7644, 29.3104, 0.0032, 0.0458, 0.1113
Si, -5.7067, 0.0268, 24.5842, 0.0013, 0.0102, -0.0246
Si, 8.1586, 0.5127, 24.7814, 0.0096, 0.0089, 0.0433
Si, 1.7876, -1.5497, 26.2491, -0.0089, -0.0176, 0.0466
Si, 5.2243, -3.2065, 21.9122, 0.0393, -0.0385, -0.1462
Si, 3.4173, -6.9843, 26.7869, 0.0097, 0.0546, 0.0874
Si, 2.5705, -4.17, 27.8786, -0.0422, -0.0348, 0.2438
Si, 10.5363, 2.6618, 28.973, 0.1093, 0.0178, 0.0515
Si, 3.6414, 0.9624, 26.9657, 0.0058, 0.0195, 0.0821
Si, 1.4202, 3.4523, 21.9143, 0.0286, -0.0217, -0.0618
Si, 8.6864, 0.9321, 27.6161, 0.0403, 0.0725, 0.1283
Si, 14.9155, 11.6825, 29.9996, 0.03, 0.0336, 0.0403
O, -0.7817, -9.1312, -4.1043, -0.0544, -0.0491, -0.0641
O, -3.164, 1.4381, -3.0109, -0.0017, -0.0927, -0.0641
O, 4.2137, 2.3952, -1.3916, 0.0026, -0.0684, 0.02
O, 4.7538, 1.023, -6.0378, 0.0316, 0.0068, -0.0423
O, -1.4465, 6.793, -0.9563, -0.0604, -0.0614, 0.0317
O, 0.1578, 12.5739, -1.655, -0.0152, 0.0008, -0.0278
O, 2.8021, 8.2062, 0.7798, 0.0163, 0.0391, 0.021
O, 5.2713, 5.5689, -1.4044, 0.0155, 0.0691, -0.04
O, 8.5798, 3.2161, 0.3756, -0.0154, -0.0448, 0.0338
O, 9.8481, -1.5331, -0.2181, 0.0344, -0.0051, -0.0262
O, 7.9112, -2.0966, -1.9334, 0.0159, -0.0416, -0.043
O, 4.9339, -1.516, -6.7454, -0.0361, -0.019, 0.0508
O, -1.9862, 10.2435, -4.0301, -0.0239, -0.0372, -0.0334
O, 15.216, 11.57, -3.4134, 0.0419, -0.0163, -0.1113
O, 11.6184, 3.8002, -3.2025, 0.002, -0.0441, -0.1132
O, 2.1145, 4.8434, 18.4862, -0.0166, -0.0299, -0.0122
O, 1.2578, 5.4496, 15.6267, 0.001, -0.1168, -0.0218
O, 2.5464, 3.0163, 16.0566, -0.1463, 0.0419, -0.0633
O, 4.1191, 0.7606, 16.8475, -0.0587, 0.0213, -0.012
O, 1.2145, 8.1595, 14.729, 0.1188, 0.0077, 0.0498
O, 1.7074, 7.4826, 17.1317, -0.1182, 0.0232, 0.081
O, 3.4743, 10.3356, 13.3358, -0.0533, 0.0583, -0.0471
O, 6.5111, 6.5369, 16.8318, 0.0271, 0.1124, 0.0922
O, 3.9369, 4.9235, 20.4344, 0.0068, -0.0128, 0.0791
O, 3.7963, -1.8283, 17.2277, -0.0837, -0.0182, 0.0697
O, 13.2432, 4.1001, 13.7277, -0.1117, -0.2873, -0.0216
O, 5.9269, 9.9547, 15.872, -0.0627, 0.0599, -0.0102
O, 7.9719, 8.2378, 15.0341, 0.0582, -0.0987, -0.0398
O, -2.975, -0.1775, 19.7414, 0.0528, 0.0766, 0.0466
O, 2.7857, 2.4143, 19.1423, 0.052, 0.0161, 0.0001
O, -1.1556, 1.1282, 16.5239, 0.1384, -0.0407, 0.1668
O, -3.1284, 2.6535, 15.5412, 0.1126, -0.1066, -0.073
O, -0.8399, 6.9088, 14.0272, 0.0284, -0.0056, -0.0696
O, 3.4127, 7.1183, 19.0205, -0.0208, 0.0229, 0.0629
O, 4.8669, -6.0354, 23.0812, 0.0338, -0.0204, 0.0365
O, 8.8257, -3.5701, 21.3053, 0.0738, -0.0257, 0.1194
O, 12.6743, 9.3372, 18.9333, -0.0458, 0.0475, 0.0411
O, 4.6232, -5.8375, 17.8039, -0.0332, 0.0347, 0.1111
O, 4.3096, 0.2317, 23.2433, -0.015, 0.0327, 0.0416
O, 0.4579, -10.6877, 23.1613, 0.0326, -0.0103, 0.0247
O, 3.8033, -3.9573, 22.0876, -0.0411, 0.0019, 0.0421
O, 0.4393, 2.6788, 17.9687, -0.0587, -0.0798, 0.0046
O, 2.5923, 2.3302, 21.7924, 0.0207, 0.0009, 0.0088
O, -4.8065, 7.7975, 23.2741, 0.037, -0.0125, 0.0193
O, 12.349, 11.5884, 16.4385, -0.0367, -0.0397, 0.1104
O, 2.8326, 2.3919, 26.998, -0.0499, -0.0132, -0.0012
O, 8.7464, -1.1621, 22.1159, -0.0108, -0.0423, 0.0522
O, 3.7454, 4.102, 25.2148, 0.023, 0.001, -0.0551
O, 7.3077, -7.005, 27.9854, 0.0297, 0.0592, -0.2157
O, 0.2294, 2.838, 22.8245, -0.0283, 0.01, 0.0523
O, 6.1669, 6.1994, 27.9966, 0.0454, -0.0138, -0.0861
O, 13.0857, 4.7791, 22.4441, 0.0046, 0.0307, 0.056
O, -2.1114, 9.916, 25.0174, 0.0308, -0.0379, 0.0199
O, 3.9229, 0.4351, 20.638, 0.0153, -0.0003, 0.0342
O, -0.5876, -1.0406, 19.9676, 0.0463, 0.0127, 0.0573
O, 5.801, 10.1125, 18.4609, 0.0036, 0.0136, 0.0376
O, 7.9984, 1.2502, 26.2039, -0.0268, -0.0107, -0.0944
O, 8.0033, -4.4376, 18.9996, 0.0233, 0.0431, 0.1011
O, -1.6237, 14.3529, 29.5217, -0.0956, 0.043, 0.0344
O, 7.9002, 8.7065, 17.7043, -0.0484, -0.0938, 0.1023
O, 11.7081, 3.6803, 20.4151, -0.0338, -0.0065, 0.0182
O, 9.6286, 1.1633, 21.3434, -0.0289, 0.0644, 0.0652
O, 9.0673, 6.5268, 16.5181, 0.0261, 0.0412, 0.0937
O, 2.4574, -1.2388, 22.1891, -0.0146, 0.0113, -0.013
O, -3.8646, 7.9282, 25.6649, 0.0137, -0.0094, 0.0068
O, 6.1822, 6.8784, 20.8846, -0.0557, -0.0451, 0.0669
O, 9.4126, 18.8216, 26.6111, -0.0056, -0.0425, -0.0443
O, -1.7458, 1.422, 23.8879, -0.0019, 0.0314, 0.0132
O, 10.329, 8.5248, 29.1068, 0.0936, 0.0149, -0.1957
O, 13.4018, 4.5394, 30.3301, 0.0623, 0.0432, 0.0554
O, 2.4641, 11.2984, 30.2879, 0.0042, -0.0561, -0.0166
O, 2.6292, 5.2543, 27.1575, -0.0201, -0.0362, -0.0681
O, 11.7825, 6.5581, 31.9833, -0.0074, 0.018, -0.0514
O, 13.1785, 7.9099, 26.8389, -0.0029, 0.0311, -0.0775
O, 0.1359, -2.3871, 22.5467, 0.0249, -0.0237, 0.0161
O, 4.6553, -4.2086, 25.0886, -0.0115, 0.0457, 0.0174
O, 6.6924, 11.2139, 24.1457, -0.0221, 0.0108, -0.0294
O, 8.982, 7.6351, 23.9172, -0.0076, -0.0363, 0.0324
O, -5.9322, -1.6989, 21.4365, -0.0108, 0.0293, -0.0099
O, 1.6053, -1.6761, 24.6494, 0.0045, -0.0054, -0.0216
O, 1.3355, 0.6278, 20.2857, -0.0053, -0.0157, -0.0407
O, 7.0525, -3.0919, 32.0121, 0.0355, -0.0134, -0.0095
O, 2.7222, -0.2969, 26.6114, -0.0222, -0.0051, -0.0188
O, 0.406, -1.1693, 26.9622, -0.0129, 0.0167, -0.0223
O, 3.8807, -3.7605, 28.7436, -0.0519, -0.0043, -0.0857
O, 12.2312, 6.4503, 28.9202, 0.0527, 0.0388, -0.1968
O, 6.2399, -6.1097, 25.6387, 0.017, 0.0188, -0.0835
O, 4.7825, 3.9576, 27.6515, -0.0233, -0.0271, -0.0119

Results
free energy: -134612.605 eV
free energy less fixed offsets of O -570.45, Si -639.56 eV per atom: 8.915 eV

The program warned: the cutoff lies below the one the program advises for these potential files; the forces do not sum to zero within the program's tolerance; empty levels may hold ghost states of the PAW files; the exchange-correlation potential is rough where the density is thin.
